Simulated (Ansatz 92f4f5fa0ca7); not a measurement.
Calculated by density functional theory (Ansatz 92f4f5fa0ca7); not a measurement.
Periodic cell of 223 atoms, Si132O90As1, from a study of silicon, its oxide and their interface. The atomic structure is a simulated model.
Doubt: the cutoff is far below the 930 eV that the study's wrapper takes by default for these files, so forces and energies are approximate.
This geometry differs little from another in the collection (a relaxation step or a small displacement).

Settings
functional: PBE
potential files: Ansatz PAW
basis: plane waves
wave-function cutoff: 580 eV
density cutoff ratio: 5
exchange-correlation grid ratio: 1
k mesh: 1 x 1 x 1, Gamma-centred
self-consistency stop: 5e-08 eV per atom in the density residual
occupations: fixed
spin: none
net charge: +1 e, with a uniform compensating background and no finite-size correction

Cell vectors (angstrom)
a  10.938  0  0
b  0  10.938  0
c  0  0  32.1988

Atoms and the computed forces on them: element, x, y, z (angstrom), force x, y, z (eV/angstrom)
Si  10.5816  0.2232  24.8579  -0.0136  0.0154  0.0265
Si  5.7326  10.6824  24.7346  0.0103  -0.0111  0.0364
Si  2.4752  2.9171  24.6298  -0.0106  0.0139  0.0347
Si  8.42  2.4657  24.8166  0.0104  -0.0127  0.0369
Si  0.2698  5.1701  24.7464  0.0115  -0.0073  0.0357
Si  5.1501  5.749  24.6808  -0.0133  0.0129  0.0353
Si  2.929  8.0096  24.5885  0.0093  -0.0096  0.0328
Si  7.9369  8.4381  24.7225  -0.0139  0.0138  0.0334
Si  1.3244  1.3846  26.0274  -0.0008  -0.0035  -0.0074
Si  6.8425  1.3099  26.1164  -0.003  0.0034  -0.0125
Si  4.0392  4.1063  25.9815  0.0012  -0.0003  -0.008
Si  9.604  4.0602  26.0774  -0.0013  -0.0009  -0.0096
Si  1.394  6.8291  25.9943  -0.002  -0.0029  -0.0085
Si  6.764  6.8543  26.0166  -0.0009  -0.0002  -0.0069
Si  4.098  9.5354  25.9913  0.0021  0.0014  -0.0074
Si  9.4577  9.5714  26.1445  0.0049  -0.0014  -0.011
Si  2.7229  -0.0057  27.3342  0.0013  0.0002  0.0113
Si  8.1539  -0.0198  27.5553  0.0026  0.0018  -0.012
Si  0.0051  2.717  27.481  -0.0018  -0.0011  -0.0071
Si  5.4356  2.7456  27.356  -0.0006  0.0008  0.0101
Si  2.7238  5.4673  27.4227  0.0001  -0.0023  -0.0017
Si  8.1809  5.4723  27.3426  -0.0025  0.0044  0.0103
Si  -0.0112  8.1837  27.364  -0.0001  0.003  0.0101
Si  5.4361  8.2002  27.4412  0.0026  -0.0008  -0.0041
Si  4.0757  1.3661  28.7343  -0.0054  0.0002  -0.0112
Si  9.5723  1.3552  28.8399  0.0069  -0.0002  0.0195
Si  1.362  4.1085  28.8067  0.0016  0.0072  0.0115
Si  6.8239  4.1048  28.7316  -0.0021  0.0013  -0.0113
Si  4.0935  6.819  28.7985  0.0015  -0.0004  0.0048
Si  9.5492  6.8261  28.7391  0.0004  -0.0074  -0.0083
Si  1.3614  9.5679  28.7271  0.0035  0.0009  -0.0107
Si  6.781  9.5451  28.8548  -0.0201  -0.0025  0.0227
Si  0.0178  -0.0243  30.1565  -0.0069  0.0035  -0.002
Si  5.4198  0.0143  30.1571  0.0098  -0.0098  -0.0044
Si  2.7347  2.7265  30.1454  0.0015  0.0009  -0.0008
Si  8.1844  2.751  30.1358  0.0027  -0.0044  0.0001
Si  -0.0272  5.4738  30.1347  0.0008  -0.0031  -0.0003
Si  5.48  5.4576  30.1458  -0.0025  0.0031  -0.0017
Si  2.7182  8.2132  30.1221  0.0004  -0.0038  0.0002
Si  8.2008  8.177  30.1564  -0.0027  0.0028  -0.0033
Si  1.375  1.3561  31.5251  -0.0048  0.0034  0.0007
Si  6.8188  1.3796  31.494  -0.0011  0.0006  -0.0012
Si  4.1112  4.0903  31.5102  -0.0027  -0.0043  0.0015
Si  9.5563  4.105  31.5103  0.0009  0.0027  0.001
Si  1.3493  6.8498  31.4792  0.0028  -0.0013  0.0016
Si  6.8415  6.8179  31.5346  -0.0004  -0.0022  -0.0021
Si  4.0722  9.5703  31.52  0.0003  0.0032  -0.0056
Si  9.5751  9.5521  31.5137  0.0071  0.0046  0.001
Si  2.7332  -0.0045  0.7134  0.0034  -0.0043  0.0027
Si  8.1907  0.0041  0.6473  -0.006  -0.0048  0.0057
Si  -0.0092  2.7348  0.6764  0.0058  -0.0031  -0.0017
Si  5.4763  2.73  0.694  0.0039  0.0039  0.0059
Si  2.733  5.4945  0.6373  -0.0019  0.0042  0.0091
Si  8.2111  5.4533  0.709  0.0001  -0.0042  0.0044
Si  0.009  8.1912  0.6868  -0.0049  -0.0052  0.0063
Si  5.4638  8.2102  0.6818  0.0003  0.0008  0.0054
Si  4.1266  1.3567  2.0687  -0.0089  0.009  0.0032
Si  9.5537  1.353  2.0312  0.0162  0.004  0.0166
Si  1.3735  4.1348  2.0045  0.0105  -0.0161  0.0081
Si  6.8424  4.0874  2.0742  0.0008  -0.0062  0.0015
Si  4.0981  6.8316  2.0424  -0.0141  -0.0079  0.0018
Si  9.5771  6.8381  2.0589  0.0157  -0.0057  0.0036
Si  1.379  9.5436  2.0666  -0.0133  0.0176  0.0014
Si  6.8287  9.6009  2.0382  0.0132  0.0004  0.0007
Si  -0.0289  -0.0325  3.3841  -0.0247  -0.017  0.0115
Si  5.4929  0.0083  3.4744  0.0239  -0.0059  0.0206
Si  2.7763  2.8067  3.3559  -0.0076  0.0268  0.007
Si  8.182  2.6763  3.4449  -0.0076  -0.0037  0.0159
Si  0.0422  5.4869  3.4219  -0.0089  0  0.0068
Si  5.4744  5.4736  3.4094  -0.002  0.0023  -0.0105
Si  2.7692  8.2025  3.451  0.0257  -0.0221  0.014
Si  8.2015  8.2315  3.378  -0.0036  0.0221  -0.0375
Si  1.4253  1.3613  4.6021  0.0158  0.0019  0.0301
Si  6.8339  1.3557  4.921  0.0033  -0.009  -0.0038
Si  4.1587  4.09  4.8101  -0.0065  -0.0309  -0.0059
Si  9.5374  4.1251  4.7149  -0.0041  0.01  0.014
Si  1.4074  6.8388  4.8281  0.0056  -0.0031  0.001
Si  6.8259  6.8924  4.7257  -0.0154  -0.0326  -0.0156
Si  4.1475  9.5629  4.8444  -0.0048  0.0026  -0.0062
Si  9.5487  9.5481  4.7947  0.037  0.0258  -0.0128
Si  2.7644  0.0913  6.0706  -0.0228  0.0134  0.0226
Si  8.1826  -0.0794  6.263  -0.021  0.0159  -0.0335
As  0.0199  2.6797  6.0544  0.0014  -0.0208  -0.0605
Si  5.4705  2.7343  6.3076  0.0072  -0.0027  0.0019
Si  2.825  5.4909  6.1773  -0.0236  0.0041  -0.0223
Si  8.1608  5.4947  6.0623  0.0235  -0.0381  0.0131
Si  0.0019  8.1893  6.1597  0.0164  0.0082  0.0047
Si  5.5387  8.2118  6.2405  -0.0142  0.0311  0.0087
Si  3.8492  1.5562  7.6145  -0.0327  0.0023  -0.107
Si  9.7859  1.0833  7.495  0.0503  0.0001  -0.1135
Si  1.6714  3.8406  7.3562  0.1063  -0.1043  -0.2397
Si  6.6416  4.4195  7.5038  0.0379  -0.0336  -0.0678
Si  4.4089  6.6378  7.5643  -0.0132  0.0259  0.0009
Si  9.3635  6.9629  7.4213  0.0935  -0.1022  -0.0733
Si  1.1488  9.905  7.298  -0.0172  0.0324  -0.1342
Si  7.1552  9.2191  7.6995  -0.063  0.0515  -0.0467
O  8.3291  8.1057  7.947  -0.0625  0.043  0.0077
O  2.6751  2.6891  7.9248  -0.0332  0.0546  0.0734
O  9.5165  1.3503  24.2672  0.0037  -0.0019  -0.0089
O  4.0451  6.8648  24.1259  0.003  -0.0018  -0.0078
O  0.0549  0.0599  7.9311  -0.0529  0.0264  0.083
O  5.5099  5.5015  8.0549  0.0106  0.0201  0.0145
O  6.845  9.5726  24.199  0.0016  -0.0026  -0.0104
O  1.3657  4.0633  24.1665  0.0011  -0.0036  -0.0086
O  3.861  7.4084  8.9316  0.0047  -0.0046  0.0211
O  0.768  4.3572  8.5843  -0.0979  0.0231  0.125
O  9.8158  6.1742  8.799  -0.0143  -0.0201  0.079
O  2.0811  9.3775  8.5256  0.0719  -0.0576  0.0876
O  7.5158  3.9359  8.8127  0.0116  -0.0115  0.0421
O  4.2667  0.9341  9.0835  0.0494  -0.0301  0.086
O  6.7183  9.5638  9.2365  -0.0029  -0.0009  0.0886
O  9.2139  1.8881  8.7863  -0.0497  0.0316  0.0921
O  7.7005  3.1504  23.5174  -0.0226  0.0187  -0.0302
O  10.4889  5.8469  23.4454  -0.0193  0.0234  -0.0322
O  5.085  0.4408  23.404  -0.02  0.0247  -0.0344
O  5.8587  5.0911  23.3562  0.0186  -0.0242  -0.0285
O  3.0987  2.2066  23.2722  0.022  -0.0181  -0.0303
O  2.2933  8.722  23.2268  -0.0234  0.0183  -0.0285
O  8.619  7.7594  23.3892  0.0228  -0.0191  -0.0279
O  0.2254  10.3259  23.593  0.0189  -0.0253  -0.0327
Si  4.3848  1.571  22.4616  0.0016  0.0024  0.0411
Si  3.4929  7.9239  14.0447  -0.0044  0.0043  -0.0094
Si  7.1181  0.9568  14.668  0.0001  0.0052  -0.006
Si  0.9409  9.3551  22.516  0.0032  -0.0074  0.041
Si  1.1912  4.2962  11.8911  -0.0125  0.0281  -0.0195
Si  6.2706  8.9631  15.3268  -0.0008  -0.0032  0.0021
Si  0.6918  1.3595  12.2994  -0.0011  -0.0047  -0.0005
Si  8.626  4.95  20.5066  -0.0096  0.0104  0.0192
Si  0.319  5.7066  9.3737  -0.0155  0.01  -0.0276
Si  5.1045  3.1212  17.9468  -0.0025  -0.0033  -0.0053
Si  0.8919  3.7436  16.7532  -0.0092  -0.0009  0.0019
Si  10.4042  2.8461  19.2304  -0.0012  0.0045  0.0049
Si  5.2874  1.1896  10.3679  -0.012  -0.0105  -0.0567
Si  0.8871  0.1771  19.8459  0.0118  -0.0128  0.0166
Si  6.6474  9.4613  10.8866  -0.0121  0.0208  -0.0387
Si  9.3393  9.676  18.3297  0.0049  0.0063  -0.0028
Si  9.392  9.246  12.5826  -0.0083  0.0025  -0.0118
Si  6.5666  3.8452  22.5778  -0.0024  0.0014  0.0334
Si  2.4314  8.0585  9.3985  -0.0108  -0.0015  -0.0753
Si  10.5886  7.365  17.0786  0.0006  0.0009  -0.0023
Si  2.5133  6.2881  16.5882  0  0.0011  -0.0084
Si  10.1859  4.4914  14.1959  0.0024  -0.0071  -0.0013
Si  6.141  9.1835  18.5209  -0.0054  0.0059  -0.0112
Si  7.9618  2.583  9.6008  0.0129  0.0084  -0.0718
Si  8.8946  2.1358  12.4664  -0.0078  0.0143  -0.0211
Si  5.3403  6.2439  18.07  0.0012  -0.0013  -0.0069
Si  3.923  0.5537  19.4648  -0.0065  0.0058  0.0235
Si  4.2811  3.8497  12.0604  0.0078  -0.0158  -0.0089
Si  5.5446  6.6041  12.1537  0.0054  0.0106  -0.0024
Si  8.015  2.5047  17.2217  0.0022  -0.004  -0.0007
Si  4.3615  2.4808  14.9696  0.0024  0.0032  -0.005
Si  1.5459  1.2087  15.2632  -0.0049  0.0051  -0.0038
Si  1.5692  9.4061  12.0625  0.0172  -0.0174  -0.0235
Si  8.0556  6.8525  13.8758  -0.002  -0.003  0.0008
Si  10.3827  9.8355  15.4955  -0.0003  0.0053  -0.0067
Si  9.8048  7.0152  22.5437  0.0012  0.0011  0.0335
Si  8.108  5.4828  17.4057  0.0028  -0.0028  0.0123
O  6.0456  7.9638  11.2981  -0.0068  -0.0229  0.0042
O  6.0226  9.2072  16.9015  0.0001  0.0017  0.0058
O  7.6942  1.3526  13.1956  -0.0133  -0.0099  0.0135
O  0.9064  1.7419  13.8645  0.0074  -0.0006  0.0166
O  9.4247  6.2563  16.8746  0.0021  0.0019  -0.0014
O  6.7613  6.2048  13.1478  0.0138  -0.0019  0.0026
O  5.1319  4.6588  18.6108  -0.0001  0.0037  0.0041
O  9.2337  2.1576  18.2724  -0.0063  -0.0004  -0.0013
O  2.3671  0.094  19.0783  0.0013  0.0006  -0.004
O  9.4115  10.2332  16.7686  -0.0028  -0.0014  0.0019
O  2.7948  4.4405  11.6934  -0.0027  -0.0027  -0.0039
O  5.0665  10.3206  19.1079  0.0061  -0.0073  -0.0001
O  9.4411  3.2384  13.4962  0.0071  0.0122  0.0007
O  0.4593  1.7651  19.9591  -0.0031  0.0025  0.0042
O  3.1596  1.3583  15.0655  -0.0001  -0.0012  -0.0042
O  8.167  5.3736  19.019  -0.0042  0.0034  -0.0174
O  3.8942  6.6012  17.396  0.0033  0.0005  0.0045
O  4.5845  3.2775  16.3867  0.0022  0.0035  0.004
O  9.072  5.6667  14.3051  0.0005  0.0009  -0.0064
O  5.4444  2.7611  22.1336  -0.002  -0.0025  -0.002
O  10.6844  4.1503  15.6882  0.0065  -0.0012  0.0092
O  0.3448  3.8674  18.2847  0.003  0.0026  0.001
O  10.428  10.513  19.2199  -0.0103  -0.0039  -0.0023
O  9.6442  10.028  14.0324  0.0061  0.0045  0.0137
O  10.9068  8.1201  22.0868  0.0007  0.0027  -0.0016
O  1.1942  2.1597  16.5302  0.0003  0.0031  0.0016
O  9.7325  3.7492  20.4181  0.0075  -0.0102  -0.0022
O  8.1366  4.0308  16.6764  -0.0017  0.0013  -0.0049
O  -0.0413  9.0989  11.9122  -0.0109  0.0044  -0.0042
O  6.589  2.4179  18.0122  -0.0007  0.0016  0.0023
O  5.5872  10.7256  11.2044  0.0038  -0.0164  0.0096
O  7.7512  9.592  18.8475  0.0007  -0.0005  0.0061
O  10.0419  1.0226  12.0525  0.0035  0.0015  -0.0048
O  1.3347  6.9191  9.0483  0.0389  0.0361  0.0075
O  0.6341  4.7635  13.3508  -0.0091  -0.0032  0.0125
O  5.7109  7.6209  18.9838  -0.001  -0.0023  0.0085
O  5.2431  5.0905  11.5226  0.0015  0.0092  -0.0051
O  2.7138  6.9788  15.1222  -0.0037  -0.0075  0.0092
O  0.9313  2.7342  11.4617  0.0005  -0.0051  0.0074
O  0.8638  10.6828  15.5465  -0.0014  -0.0028  -0.0008
O  2.3916  8.5601  10.9271  -0.0119  0.0263  0.0621
O  4.7093  2.4429  11.2718  -0.0113  0.0314  0.0171
O  4.2387  3.5162  13.6816  0.0019  -0.0115  0.0189
O  2.2102  4.6777  16.4936  0.0016  0.0019  -0.0019
O  10.7053  8.2481  15.6979  -0.0006  -0.0037  -0.0002
O  6.9229  10.2904  14.6672  -0.0023  -0.0038  -0.0056
O  2.3473  8.9515  13.4354  0.0109  -0.0058  0.0091
O  8.0282  1.5208  15.91  0.0015  0.006  0.0057
O  4.1248  6.9939  12.8594  -0.0106  0.0071  0.0015
O  4.1787  2.0078  18.7241  0.0041  0.0072  -0.0044
O  7.2897  4.4181  21.2573  0.0184  0.0103  -0.0207
O  8.4209  2.9209  11.1117  0.0145  -0.0011  0.05
O  1.1768  6.8577  17.3599  -0.0024  0.0012  0.0037
O  5.657  1.5865  14.7284  0.0014  0.0021  -0.005
O  8.1355  9.7615  11.5881  0.026  -0.0036  0.0069
O  9.2014  6.2869  21.232  -0.0113  -0.0187  -0.0193
O  8.952  7.7161  12.8508  -0.004  -0.0082  -0.0008
O  1.6612  0.1091  11.8731  -0.0072  0.0054  -0.0014
O  6.6425  6.1456  17.0608  -0.0036  0.0007  -0.0015
O  7.4076  7.8049  15.0464  -0.0049  0.0079  0.0004
O  1.2143  10.3009  21.2294  -0.0014  0.0234  -0.0323
O  10.0313  8.1975  18.3563  -0.0006  -0.0017  0.0025
O  3.9469  0.8473  21.0802  -0.0076  -0.0146  -0.0359
O  0.3372  5.3109  10.9267  0.015  -0.0205  0.0561
O  6.699  1.5737  9.6287  -0.0112  -0.0066  0.0134
O  4.7847  8.6964  14.6863  0.008  0.0027  -0.0013

Results
free energy: -139961.774 eV
free energy less fixed offsets of As -4856.12, O -568.88, Si -635.61 eV per atom: -5.934 eV

The program warned: the cutoff lies below the one the program advises for these potential files; the exchange-correlation potential is rough where the density is thin.
